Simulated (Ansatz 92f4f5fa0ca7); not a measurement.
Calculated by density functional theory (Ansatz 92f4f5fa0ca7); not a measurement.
Periodic cell of 461 atoms, Si304O157, from a study of silicon, its oxide and their interface. The atomic structure is a simulated model.
Doubt: the cutoff is far below the 930 eV that the study's wrapper takes by default for these files, so forces and energies are approximate.
This geometry differs little from another in the collection (a relaxation step or a small displacement).

Settings
functional: PBE
potential files: Ansatz PAW
basis: plane waves
wave-function cutoff: 580 eV
density cutoff ratio: 5
exchange-correlation grid ratio: 1
k mesh: 1 x 1 x 1, Gamma-centred
self-consistency stop: 5e-08 eV per atom in the density residual
occupations: fixed
spin: none
net charge: 0

Cell vectors (angstrom)
a 15.4691 0 0
b 0 15.4691 0
c -6.848 -7.0335 34.5139

Atoms and the computed forces on them: element, x, y, z (angstrom), force x, y, z (eV/angstrom)
Si -12.988 -10.603 24.071 -0.004 -0.004 0.002
Si -2.601 -3.22 25.568 0.001 -0.002 -0.002
Si -4.477 -15.248 24.011 0.001 0.003 -0.002
Si -8.932 -10.968 24.258 0.002 -0.002 -0.002
Si 1.396 -3.131 25.93 0 -0.002 0.002
Si -0.977 -15.155 23.986 0.001 -0.002 -0.003
Si -2.442 -11.004 25.572 0.001 0.007 0.004
Si -10.2 -7.051 25.8 0.001 0.004 0.001
Si -11.658 -3.098 25.894 0.003 0.001 0.001
Si -10.966 -10.949 25.485 -0.001 0.001 0
Si -7.705 -7.027 25.801 0 0.001 -0.001
Si -6.652 -3.122 25.495 0 0 -0.001
Si -7.105 -14.845 25.549 0.001 -0.001 -0.001
Si -2.343 -7.108 25.585 0.007 0.002 0.01
Si -4.575 -2.948 24.384 0.003 0 -0.001
Si -2.744 -14.872 25.572 -0.002 0.001 0
Si 0.962 -8.933 27.034 0 0.004 -0.001
Si 0.935 -5.079 27.139 -0.003 -0.001 0.001
Si -0.885 -2.888 23.893 0.001 -0.001 0.002
Si 1.399 -14.733 25.86 0.003 0.005 0.003
Si -10.78 -5.052 26.992 -0.002 0.001 -0.002
Si -10.868 -12.805 26.986 0.001 0.002 0.004
Si -6.981 -10.912 25.574 0 -0.001 0
Si -6.964 -5.058 26.902 0 0.001 0
Si -6.828 -1.262 26.954 0 0.001 -0.001
Si -6.979 -12.866 26.913 0.001 0.002 -0.002
Si -6.875 -8.962 26.926 0.001 0 -0.001
Si -2.88 -5.165 26.881 -0.002 0.004 0.004
Si -2.869 -1.3 26.969 0 0.002 0.001
Si -2.923 -12.908 26.903 -0.002 -0.004 0.003
Si -2.854 -9.029 26.89 0 -0.006 0
Si 0.824 -6.951 25.728 -0.002 -0.001 0.004
Si 0.926 -1.181 27.147 0.002 -0.001 -0.002
Si 0.92 -12.784 27.074 -0.001 -0.003 -0.002
Si 0.733 -10.86 25.693 0.004 -0.002 -0.001
Si -10.889 -1.184 27.048 -0.001 -0.002 -0.001
Si -8.87 -12.846 28.32 -0.002 -0.001 -0.001
Si -10.678 -9.054 26.978 0.001 -0.001 0.003
Si -8.825 -4.999 28.359 0.002 0.001 0
Si -8.818 -1.232 28.285 -0.002 0 0
Si -11.608 -14.731 25.828 -0.001 -0.004 -0.002
Si -8.76 -9.047 28.376 -0.002 0 -0.002
Si -4.917 -5.125 28.21 0 0 -0.002
Si -4.87 -1.261 28.305 0.002 -0.001 0
Si -4.946 -12.864 28.233 0.001 0.002 0
Si -4.866 -8.945 28.235 0 -0.001 -0.001
Si -1.057 -5.111 28.396 0 -0.001 -0.002
Si -1.041 -1.231 28.42 -0.004 0 0
Si -1.06 -12.857 28.369 0.001 0 0.001
Si -1.002 -8.977 28.379 -0.001 0 -0.002
Si 2.853 -5.154 28.461 0.001 0 -0.001
Si 2.801 -1.202 28.549 0 0.001 0
Si 2.797 -12.764 28.47 0.001 0 0
Si 2.883 -8.961 28.372 -0.001 -0.001 -0.002
Si -8.792 -7.022 29.68 0 0 0.001
Si -8.798 -3.114 29.74 0.001 0 0
Si -8.8 0.69 29.692 0.001 0 0
Si -8.79 -10.947 29.744 0 0.001 0
Si -4.902 -7.032 29.665 -0.001 -0.001 0
Si -4.908 -3.203 29.669 0 0 0
Si -4.903 0.696 29.678 -0.001 0 0.001
Si -4.915 -10.905 29.642 0.001 0.001 -0.001
Si -1.047 -7.046 29.744 0.001 0.001 0
Si -1.047 -3.177 29.75 0.002 -0.001 0
Si -1.044 0.705 29.754 0.002 0.001 -0.001
Si -1.042 -10.913 29.731 -0.001 0 0
Si 2.828 -7.071 29.776 -0.002 0.001 0
Si 2.825 -3.192 29.783 0 -0.001 0
Si 2.814 0.756 29.802 -0.003 0 -0.002
Si 2.822 -10.848 29.778 0 0 0
Si -6.848 -7.034 31.095 0.005 0.022 -0.486
Si -6.848 -3.166 31.095 0.117 0.039 -0.281
Si -6.848 0.701 31.095 -0.015 -0.021 -0.419
Si -6.848 -10.901 31.095 0.17 -0.13 -0.293
Si -2.981 -7.034 31.095 -0.115 0.021 -0.133
Si -2.981 -3.166 31.095 -0.155 -0.081 -0.092
Si -2.981 0.701 31.095 -0.093 0.071 -0.056
Si -2.981 -10.901 31.095 -0.157 -0.005 -0.304
Si 0.886 -7.034 31.095 -0.067 -0.113 0.193
Si 0.886 -3.166 31.095 -0.07 -0.131 0.276
Si 0.886 0.701 31.095 -0.167 0.128 0.42
Si 0.886 -10.901 31.095 -0.119 0.057 0.222
Si -10.715 -7.034 31.095 0.26 -0.076 0.097
Si -10.715 -3.166 31.095 0.08 0.085 0.347
Si -10.715 -14.768 31.095 0.209 0.041 0.209
Si -10.715 -10.901 31.095 0.076 0.03 0.282
Si 0.033 1.941 3.417 0 0 0.001
Si 0.018 5.807 3.424 0 0 0
Si 0.036 -5.812 3.422 0 0 0
Si 0.005 -1.933 3.406 0 0 0
Si 3.842 1.945 3.422 -0.001 0 0.001
Si 3.867 5.802 3.436 -0.001 -0.001 -0.001
Si 3.817 -5.81 3.415 0 0 0
Si 3.864 -1.939 3.403 -0.001 0 0
Si 7.771 1.942 3.425 0 0 0.001
Si 7.734 5.801 3.431 0 0 0
Si 7.768 -5.81 3.417 0.001 0 0
Si 7.722 -1.928 3.41 0 0 0.001
Si -3.912 1.948 3.417 0.001 0 0.001
Si -3.848 5.8 3.431 0.001 0 0
Si -3.873 -5.813 3.427 0 0 0
Si -3.868 -1.937 3.395 0 0 0.001
Si -1.945 1.977 4.685 0 0.002 -0.002
Si -1.901 5.879 4.799 0.001 0.001 0
Si -1.907 -5.849 4.741 0.001 0.001 0
Si -1.936 -2.003 4.745 0 -0.002 -0.002
Si 1.937 1.962 4.864 0.001 0 0.001
Si 1.936 5.762 4.825 0 -0.001 0.001
Si 1.923 -5.824 4.878 0.001 -0.001 0.001
Si 1.941 -1.893 4.768 0 0 0.001
Si 5.81 1.961 4.716 0 0.002 -0.001
Si 5.8 5.837 4.812 0.001 0.001 0
Si 5.785 -5.821 4.684 0 0 0.001
Si 5.783 -1.984 4.773 0.002 -0.002 -0.001
Si 9.665 1.963 4.889 -0.001 0 0.001
Si 9.678 5.73 4.795 0 0 0
Si 9.686 -5.826 4.848 -0.001 0.001 0
Si 9.668 -1.853 4.748 -0.001 -0.001 0.002
Si -1.996 0.005 5.94 -0.001 0 0.002
Si -1.908 3.911 6.05 -0.002 -0.002 0.002
Si -1.889 -7.666 6.251 0.002 -0.001 0.001
Si -1.895 -3.976 6.116 0 0 -0.002
Si 1.954 0.004 6.203 0 0.001 0.001
Si 1.942 3.882 6.302 -0.004 0 -0.001
Si 1.898 -7.827 6.245 0.001 0.001 0
Si 1.935 -3.791 6.149 -0.001 0 -0.003
Si 5.782 0.011 6.018 0.002 0 0.001
Si 5.813 3.869 6.114 -0.004 -0.001 0
Si 5.773 -7.642 6.148 0.001 0 0.002
Si 5.79 -3.98 6.104 -0.009 0.001 -0.004
Si 9.66 0.011 6.249 0.001 0.002 -0.001
Si 9.652 3.887 6.325 -0.005 0 -0.001
Si 9.703 -7.855 6.173 0.002 0.001 0.003
Si 9.683 -3.766 6.074 0.003 -0.002 -0.006
Si -0.125 -0.008 7.326 0.002 -0.002 -0.001
Si -0.092 3.903 7.574 0.001 -0.001 0.001
Si 0.013 -7.757 7.742 -0.002 -0.002 0
Si 0.023 -3.91 7.543 0.002 0.002 0.005
Si 3.956 0.038 7.519 -0.001 -0.002 -0.001
Si 3.969 3.869 7.59 0.006 0 0.002
Si 3.85 -7.723 7.58 0 0.002 0.001
Si 3.865 -3.893 7.51 0.003 0.002 0.003
Si 7.62 -0.024 7.487 -0.003 0.001 0
Si 7.622 3.872 7.668 0.003 0.002 0
Si 7.731 -7.745 7.482 -0.003 -0.003 -0.002
Si 7.045 -1.989 8.679 0 -0.001 0.001
Si -3.773 0.018 7.496 0 0.002 0
Si -3.736 3.949 7.525 0.007 0.002 0.002
Si -3.844 -7.746 7.608 -0.004 0.001 -0.003
Si -3.852 -3.849 7.421 -0.001 0.003 0.003
Si -0.689 1.867 8.626 0.002 0.001 0.004
Si -0.667 5.742 9.023 0.002 0.001 -0.001
Si 0.699 -5.766 8.952 0 0.001 0
Si 4.514 1.926 8.89 0.001 0 0
Si 4.496 5.83 8.851 -0.001 -0.001 -0.001
Si 3.197 -5.785 8.827 0 -0.001 -0.003
Si 4.617 -1.93 8.65 -0.006 0.006 0.025
Si 6.931 1.843 8.772 -0.003 -0.003 0.005
Si 6.974 5.893 8.831 0 0.001 0.001
Si 8.481 -5.802 8.627 0.004 0.001 -0.002
Si 7.754 -3.878 7.417 0.004 0.001 0.008
Si -3.083 1.979 8.642 -0.001 0 -0.003
Si -3.167 5.825 8.934 0 -0.003 0
Si -4.52 -5.744 8.714 -0.001 -0.001 0.002
Si -3.142 -1.942 8.668 -0.002 -0.005 0.002
Si -0.683 -1.897 8.611 0.007 0.004 0.011
Si -6.848 -8.967 32.462 0.021 0.006 -0.045
Si -6.848 -5.1 32.462 -0.01 0.01 -0.032
Si -6.848 -1.233 32.462 0.096 -0.022 -0.014
Si -6.848 -12.834 32.462 0.097 0.023 -0.011
Si -2.981 -8.967 32.462 -0.107 0.006 -0.025
Si -2.981 -5.1 32.462 -0.023 0.019 -0.003
Si -2.981 -1.233 32.462 -0.103 -0.004 -0.017
Si -2.981 -12.834 32.462 -0.074 -0.016 -0.009
Si 0.886 -8.967 32.462 -0.074 -0.007 0.031
Si 0.886 -5.1 32.462 -0.01 0.032 0.023
Si 0.886 -1.233 32.462 0.026 0.017 0.008
Si 0.886 -12.834 32.462 -0.009 -0.032 0.037
Si -10.715 -8.967 32.462 0.098 -0.009 0.021
Si -10.715 -5.1 32.462 0.08 0.016 -0.004
Si -10.715 -16.701 32.462 -0.053 -0.027 0.02
Si -10.715 -12.834 32.462 0.035 -0.004 0.027
Si -4.914 -8.967 33.83 0.019 -0.011 -0.008
Si -4.914 -5.1 33.83 0.021 -0.002 0.002
Si -4.914 -1.233 33.83 0.007 0.036 -0.004
Si -4.914 -12.834 33.83 0.02 -0.021 0.01
Si -1.047 -8.967 33.83 0.041 0.008 0.023
Si -1.047 -5.1 33.83 -0.001 -0.034 -0.007
Si -1.047 -1.233 33.83 0.022 -0.012 -0.013
Si -1.047 -12.834 33.83 0.033 0.043 -0.006
Si -12.649 -8.967 33.83 0.005 -0.004 -0.001
Si -12.649 -5.1 33.83 -0.01 -0.01 0.017
Si -12.649 -16.701 33.83 0.006 0.009 0.001
Si -12.649 -12.834 33.83 -0.024 -0.018 0.006
Si -8.782 -8.967 33.83 -0.047 -0.002 0.018
Si -8.782 -5.1 33.83 -0.012 -0.027 -0.01
Si -8.782 -16.701 33.83 -0.03 -0.006 -0.004
Si -8.782 -12.834 33.83 -0.036 0.028 -0.003
Si 1.934 0 0.683 -0.022 -0.036 -0.011
Si 1.934 3.867 0.683 -0.016 0.085 -0.018
Si 1.934 7.734 0.683 -0.002 -0.044 -0.039
Si 1.934 -3.867 0.683 -0.013 -0.008 -0.04
Si 5.801 0 0.683 -0.023 0.11 0.012
Si 5.801 3.867 0.683 -0.007 -0.052 0.015
Si 5.801 7.734 0.683 -0.016 0.023 0.039
Si 5.801 -3.867 0.683 -0.035 -0.07 0.04
Si -5.801 0 0.683 0.005 -0.064 -0.009
Si -5.801 3.867 0.683 0.002 0.137 -0.024
Si -5.801 -7.734 0.683 -0.019 -0.038 -0.031
Si -5.801 -3.867 0.683 0.01 -0.031 -0.037
Si -1.934 0 0.683 0.027 0.113 0.011
Si -1.934 3.867 0.683 0.015 -0.071 0.014
Si -1.934 -7.734 0.683 0.022 -0.009 0.039
Si -1.934 -3.867 0.683 0.038 -0.026 0.04
Si 0 0 2.05 0.047 0.062 -0.012
Si 0 3.867 2.05 0.064 0.073 0.009
Si 0 7.734 2.05 0.23 -0.025 -0.035
Si 0 -3.867 2.05 0.153 -0.08 0.026
Si 3.867 0 2.05 -0.029 0.074 0.032
Si 3.867 3.867 2.05 -0.062 0.088 0.033
Si 3.867 7.734 2.05 -0.168 -0.089 0.013
Si 3.867 -3.867 2.05 -0.19 -0.089 -0.044
Si 7.734 0 2.05 0.016 0.084 0.004
Si 7.734 3.867 2.05 0.054 0.053 0.035
Si 7.734 7.734 2.05 0.158 -0.066 0.007
Si 7.734 -3.867 2.05 0.163 -0.031 0.031
Si -3.867 0 2.05 -0.019 0.095 -0.015
Si -3.867 3.867 2.05 -0.041 0.094 -0.033
Si -3.867 -7.734 2.05 -0.141 -0.074 0.022
Si -3.867 -3.867 2.05 -0.146 -0.136 -0.019
Si -8.71 -8.705 21.95 -0.009 -0.011 -0.01
Si -8.334 -3.826 23.124 0.002 -0.001 0.002
Si -9.352 -13.404 17.921 0.002 -0.001 -0.002
Si -7.009 -6.64 23.626 -0.016 0.01 0.029
Si -4.165 -7.654 23.062 0.002 -0.021 -0.027
Si -9.715 -15.399 23.671 0 0 0.001
Si -8.863 -13.054 22.081 -0.001 0.003 0
Si -4.609 -10.766 23.413 0.003 -0.012 0.001
Si 2.57 -2.545 21.37 0.001 0 -0.003
Si -12.382 -7.471 23.573 0 -0.002 0
Si 0.517 -2.458 11.365 0.013 0.013 -0.015
Si 0.621 2.095 11.494 -0.002 -0.002 -0.003
Si 0.35 5.278 11.229 0.002 0.001 0.002
Si -0.402 -5.36 11.072 -0.003 -0.005 0
Si 8.367 5.408 11.575 -0.001 0.005 -0.001
Si 3.574 5.472 11.031 -0.002 0.001 0
Si 4.375 -5.661 10.873 -0.001 -0.006 -0.003
Si 3.611 -2.709 11.424 -0.004 0.04 -0.004
Si 8.543 2.231 11.274 -0.007 -0.004 -0.001
Si 3.79 2.281 11.181 0.002 -0.001 0.001
Si 7.521 -5.658 10.736 -0.001 0.001 0
Si 8.051 -2.558 10.729 0.002 0.001 -0.001
Si -3.43 -0.066 12.73 0.001 -0.002 -0.001
Si -3.96 5.468 11.178 0.003 0.002 0.002
Si -3.559 -5.393 10.855 -0.002 0.001 -0.002
Si -4.228 -2.381 10.696 0 0 -0.002
Si 4.89 1.375 14.022 0 0.002 -0.002
Si 7.278 5.027 14.446 -0.002 0 0.004
Si 4.894 3.774 15.737 0.001 -0.002 0
Si 4.588 -1.61 14.224 -0.004 0.001 -0.004
Si 9.679 -6.185 12.799 0.002 0.001 0.005
Si -0.028 -5.917 18.786 -0.001 0.001 0
Si -5.217 -7.184 15.625 -0.001 0 0.001
Si -3.911 2.31 10.786 0.007 0.004 -0.002
Si 4.2 -7.729 13.037 0.005 0.001 0.001
Si 7.728 -1.998 13.679 0 -0.004 -0.002
Si 8.025 1.994 14.282 -0.003 0.002 0.001
Si -11.053 -6.842 20.926 0.001 0.001 -0.004
Si -9.115 -4.383 20.345 -0.002 0 -0.006
Si 0.355 -12.123 18.78 0.002 0 -0.002
Si 5.903 -6.189 14.95 0.001 0.001 0.004
Si -5.168 -4.355 16.663 0 0.001 -0.001
Si -3.943 -6.446 20.339 0.002 0.001 -0.003
Si 8.308 -4.105 14.363 0.002 -0.001 -0.001
Si -0.238 -6.436 13.896 -0.002 0 0.002
Si -2.696 -9.006 16.077 0.002 0.001 0.001
Si -1.76 -8.898 13.244 -0.001 0.001 -0.002
Si -3.601 -1.668 16.962 0.003 -0.002 0
Si 2.42 -10.242 17.225 0.001 0.002 -0.001
Si -8.349 -9.867 19.28 0 0 0
Si -11.257 -3.02 18.659 0.001 0 0.001
Si -4.406 -3.727 21.421 0 0.002 -0.003
Si 0.437 -4.347 15.955 0.002 0 0.002
Si 2.653 -7.515 18.407 0 0.005 -0.002
Si 2.607 -15.175 20.698 0.001 -0.001 -0.001
Si -7.898 -8.183 16.636 -0.002 -0.001 0.002
Si -0.563 -1.284 16.161 -0.001 -0.003 0.002
Si -0.353 -0.249 13.336 -0.003 0.003 0.006
Si 2.122 -7.944 15.461 0.001 0.004 0.006
Si -2.283 -10.393 18.687 0 0.002 0
Si 1.085 -15.051 18.183 0 -0.001 -0.002
Si -11.432 -15.495 18.138 -0.001 -0.001 0.001
Si 2.167 -12.183 21.251 0.001 0.001 -0.001
Si -0.448 -3.584 20.973 0 0 -0.002
Si -7.038 -12.63 19.531 0 0.003 -0.002
Si -6.271 -4.993 19.613 -0.003 -0.002 0.001
Si -5.53 -0.092 15.102 0.001 0.002 0.004
Si -2.698 -14.431 21.646 -0.002 -0.001 -0.004
Si -4.188 -12.022 20.525 -0.001 -0.001 -0.004
Si -1.753 -7.487 18.433 0.002 0.002 -0.002
Si 3.585 -4.138 15.914 -0.002 -0.002 0.004
Si -10.626 -11.627 20.109 0.004 0.001 0.001
Si -2.678 -1.633 20.04 -0.001 -0.003 0.001
Si -10.933 -2.892 23.711 -0.002 0 0.005
O -8.554 -3.417 21.552 -0.001 0.003 -0.001
O -5.938 -14.605 24.395 0 0 0.002
O -5.401 -6.667 23.398 0.004 0.029 0.008
O -7.736 -7.593 22.554 0 -0.017 -0.014
O -4.054 -14.696 22.526 -0.001 0 0.003
O -8.52 -12.418 23.543 -0.001 0.001 0.003
O -4.77 -11.463 21.951 -0.001 -0.002 -0.001
O -2.987 -7.25 24.087 0.029 0.009 0.015
O -0.739 -6.986 25.189 0.006 0 0.002
O 0.645 -3.193 24.432 -0.001 0.001 -0.003
O -5.554 -6.408 20.035 0 -0.003 0.001
O 0.56 -14.733 24.402 0 0 -0.003
O -3.18 -11.161 24.098 0.002 -0.003 -0.003
O -0.844 -10.927 25.141 -0.002 -0.001 0
O 1.859 -6.794 24.432 0.001 0 -0.004
O -10.94 -7.175 24.304 -0.001 0 -0.003
O -9.832 -4.119 23.701 0.001 -0.001 0
O -11.062 -14.67 24.251 -0.002 -0.001 0
O 3.904 3.908 11.405 -0.001 0.001 0
O -0.168 1.584 10.174 0 0.003 0.001
O -0.398 -9.398 12.47 0.001 -0.001 -0.003
O 0.05 -1.581 10.075 0.009 -0.023 0.012
O 2.031 -3.04 11.203 0.005 0.017 0.021
O 8.567 1.639 12.78 0 -0.002 0.001
O 5.946 -6.158 10.704 0.002 0.001 0.001
O 4.119 -1.735 10.226 -0.023 -0.04 0.01
O 7.39 1.551 10.356 0.001 0.002 -0.001
O -4.145 -1.23 11.848 -0.001 -0.002 -0.001
O 7.548 -9.322 10.376 0 -0.001 0.001
O -7.399 -11.143 18.946 0.001 -0.001 0.002
O 9.65 -2.607 10.341 -0.001 0.001 0.001
O -1.971 -5.853 10.867 0.002 0.001 -0.001
O -7.42 -5.141 23.187 -0.013 0.017 -0.006
O -11.767 -4.1 17.548 -0.001 0 -0.002
O -12.212 -11.397 20.308 0 0 0
O -10.2 -5.451 20.936 0 -0.002 0.001
O -10.117 -14.777 17.478 0.001 0.002 -0.001
O -10.082 -8.08 21.347 -0.003 0.004 -0.001
O -9.059 -9.793 23.106 -0.004 -0.006 0.002
O -10.312 -12.846 19.102 -0.004 0.002 0.004
O -3.745 -2.294 21.072 0.001 0.003 -0.001
O -2.193 -1.292 16.229 -0.003 0 -0.002
O -4.665 -1.389 23.86 0 -0.003 0.001
O -4.563 -3.879 23.027 0 -0.001 0.007
O 2.024 -4.462 15.535 0 0 0
O -1.405 -14.282 22.652 0.001 0.001 0.001
O -4.695 -9.161 23.263 -0.005 0.005 -0.005
O -2.974 -13.073 20.799 0.002 -0.003 0.002
O 2.696 -7.127 16.79 0 0 -0.002
O -12.709 -9.075 23.5 0.002 0.006 -0.002
O 0.792 -12.09 20.368 -0.001 0 0
O -12.048 -3.255 22.561 0.001 -0.001 0.001
O 0.308 3.691 11.672 -0.001 -0.004 -0.001
O 3.997 -2.68 15.295 0.003 0.007 -0.005
O 0.301 -6.081 12.381 0.002 0.001 -0.003
O -0.083 -0.311 14.94 0.002 0.004 -0.007
O 7.64 5.716 13.006 0 0.001 -0.002
O 3.879 -1.932 12.803 0.001 -0.013 -0.037
O 4.428 -4.115 11.418 -0.002 0.008 0
O -5.494 1.935 10.567 -0.002 -0.006 -0.004
O 1.74 -9.454 15.961 -0.002 -0.004 0.002
O 8.854 -1.129 14.478 0.001 0.002 0
O 7.819 -1.638 12.07 0.001 0.002 -0.003
O 7.536 -4.065 11.168 -0.001 -0.002 0.003
O -3.275 1.335 11.924 0.003 0.001 0
O -3.633 -3.801 11.274 0.001 -0.001 0
O 4.633 1.57 12.408 -0.002 0 0
O -5.752 -7.198 14.074 -0.001 0.002 -0.003
O 1.387 -11.322 17.814 -0.004 -0.003 0.002
O -0.469 -3.754 11.442 0.005 0.009 -0.002
O 2.119 -11.514 22.737 0 -0.001 -0.003
O -6.467 -7.403 16.657 0.004 0.002 -0.001
O 5.597 -7.188 13.687 -0.001 -0.001 -0.003
O -4.009 -3.209 16.589 0.001 0.001 -0.002
O -1.016 -1.279 23.549 0 0.002 0.001
O -3.358 -1.541 18.566 0.001 0.001 0.003
O -3.476 -4.944 20.821 0.002 -0.003 -0.002
O 5.665 4.776 14.685 0.001 0.001 0
O 0.109 -16.158 17.518 0.002 0.001 0.005
O 4.173 2.585 14.871 -0.001 0.001 0
O 4.582 -5.299 15.331 -0.002 0.001 -0.001
O -5.527 -9.603 11.518 -0.001 0.002 -0.001
O -1.131 -3.727 22.481 -0.002 -0.001 -0.001
O 0.801 -7.316 14.781 -0.004 0.002 -0.002
O -12.291 -2.928 19.907 -0.002 0 0.002
O -1.834 -7.799 16.807 0 -0.001 0
O -9.788 -3.437 19.209 0.001 -0.002 0.003
O -4.55 -5.743 16.037 0.001 -0.002 -0.001
O 3.228 -8.016 14.294 0.001 -0.004 0.002
O -7.842 -9.337 20.728 -0.001 0 0
O 3.631 -6.576 12.02 -0.001 0.006 -0.003
O -1.927 -0.55 13.079 0 -0.003 0.003
O 2.658 -16.418 21.738 0 0.003 0
O -1.31 -2.537 20.05 0 0.001 0
O -3.753 3.842 11.381 0.001 0.001 0
O -10.09 -12.105 21.57 -0.002 0.001 -0.004
O 8.965 -3.91 15.849 0 0 0.001
O -7.636 -12.935 21.023 0.001 -0.001 0
O -0.307 -4.984 20.121 -0.001 0 -0.001
O -4.312 0.19 14.061 -0.002 0.002 0.002
O 2.55 -13.756 21.483 -0.001 -0.002 0.001
O 6.498 1.412 14.348 0.003 0 0
O -4.815 -16.135 16.466 -0.003 0.002 -0.003
O 4.353 -9.099 12.166 0.001 -0.005 -0.005
O -4.382 -6.271 11.975 -0.001 0.001 0
O 0.109 1.214 12.773 0.003 0.004 -0.005
O 7.089 -5.189 14.476 -0.001 -0.001 -0.001
O 7.762 -9.438 15.619 -0.001 -0.001 -0.003
O 8.392 -6.53 11.838 -0.004 0.001 -0.002
O 6.388 -7.134 16.2 0.001 0.001 -0.001
O -11.526 -15.229 19.753 0 0 0.001
O -1.997 -9.597 14.714 0 0 -0.001
O 8.256 3.819 11.294 -0.002 0 0
O -5.868 -3.841 20.705 -0.003 0.003 0.001
O 1.289 -15.425 19.762 0 0 0.002
O 8.074 3.602 14.542 0 -0.002 0
O 0.483 -1.48 12.659 0 -0.01 -0.019
O -8.531 -15.232 24.795 -0.002 0.001 -0.001
O -0.012 -2.794 15.959 0 -0.001 -0.001
O -11.17 -1.602 17.887 -0.001 0 -0.001
O 2.695 -9.15 18.418 -0.001 -0.008 0
O 2.219 1.834 11.307 -0.001 -0.001 0.002
O -11.61 -7.018 19.393 0.005 0.002 0.003
O 9.494 -4.663 13.366 0 -0.002 -0.001
O -9.92 -10.305 19.479 -0.001 -0.002 0.002
O -3.626 -7.504 21.532 0.004 -0.003 -0.008
O -1.609 -8.968 19.168 -0.001 -0.004 0
O -9.267 -14.628 22.294 0 -0.002 -0.002
O -5.413 -12.734 19.673 0 -0.001 0
O 1.033 -3.013 21.304 0 0 -0.001
O 9.058 1.282 15.345 -0.001 -0.001 -0.001
O -12.262 -6.844 22.054 -0.003 0 0.004
O -1.604 -7.302 13.621 -0.001 0 0.001
O -10.11 -1.488 23.356 0 0.001 -0.001
O 6.208 -1.703 14.183 -0.002 0.002 0.003
O -11.672 -10.942 16.678 0.002 -0.001 -0.001
O 2.591 -15.023 17.491 0 0 0
O -4.168 -8.411 15.732 -0.003 0.002 0
O -3.169 -6.845 18.97 -0.002 0.002 0.001
O -0.467 -5.087 14.795 -0.001 0 -0.001
O 1.307 -6.839 19.035 -0.003 0.001 0.002
O -5.661 -4.534 18.191 0 0 0.001
O -5.789 -11.196 24.439 -0.006 -0.003 0.006
O 0.17 -4.984 17.442 -0.001 0 -0.001
O -3.036 -9.196 12.271 0 -0.001 -0.002
O -8.258 -8.738 18.123 0 -0.001 0.001
O -7.81 -13.638 18.46 0.001 0 0
O -7.621 -2.764 24.148 0 0 0
O -7.882 -5.179 19.623 0 0 0
O -2.842 -10.226 17.154 0 0 0
O -9.396 -12.325 16.697 0 0.002 -0.002
O 4.25 -0.039 14.548 0 -0.005 0
O 0.333 -13.617 18.136 0 0.001 0
O -3.534 -10.807 19.651 0.001 0.002 -0.001
O -1.149 -11.546 18.699 -0.001 0 0
O -2.371 -15.601 20.568 0.002 0.005 0.003
O 1.936 5.744 11.116 0.001 0 -0.001

Results
free energy: -282550.972 eV
free energy less fixed offsets of O -568.88, Si -635.61 eV per atom: -11.372 eV

The program warned: the cutoff lies below the one the program advises for these potential files; the forces do not sum to zero within the program's tolerance; the exchange-correlation potential is rough where the density is thin.
